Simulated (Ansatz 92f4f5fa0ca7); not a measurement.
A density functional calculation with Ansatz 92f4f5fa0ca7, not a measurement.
Periodic cell of 227 atoms, Si133O92B1H1, from a study of silicon, its oxide and their interface. The atomic structure is a simulated model.
Doubt: the cutoff is far below the 930 eV that the study's wrapper takes by default for these files, so forces and energies are approximate.
This geometry differs little from another in the collection (a relaxation step or a small displacement).

Settings
functional: PBE
potential files: Ansatz PAW
basis: plane waves
wave-function cutoff: 580 eV
density cutoff ratio: 5
exchange-correlation grid ratio: 1
k mesh: 1 x 1 x 1, Gamma-centred
self-consistency stop: 5e-08 eV per atom in the density residual
occupations: fixed
spin: none
net charge: 0

Cell vectors (angstrom)
a, 10.938, 0, 0
b, 0, 10.938, 0
c, 0, 0, 32.1663

Atoms and the computed forces on them: element, x, y, z (angstrom), force x, y, z (eV/angstrom)
Si, 0.2369, -0.3438, 24.8181, -0.0144, 0.0058, 0.0577
Si, 5.4908, -0.3186, 24.6425, -0.0059, 0.0197, 0.0164
Si, 2.5796, 2.9178, 24.6987, 0.0051, -0.0295, 0.0398
Si, 7.9716, 3.1191, 24.5248, 0.0783, 0.0087, 0.0807
Si, 0.1807, 5.0265, 24.6545, 0.0318, 0.0824, 0.1042
Si, 5.6609, 5.3259, 24.7721, -0.07, 0.0154, 0.0655
Si, 2.4413, 8.2709, 24.8855, 0.0187, 0.0006, 0.0104
Si, 7.8511, 8.4727, 24.6036, 0.0054, -0.0279, 0.1106
Si, 1.3992, 1.3266, 26.0121, -0.0059, 0.0114, -0.0195
Si, 6.7968, 1.3687, 25.7692, -0.0162, -0.0369, 0.0193
Si, 4.0757, 4.1295, 26.0379, 0.0126, -0.0055, -0.0029
Si, 9.5384, 4.0241, 26.0639, -0.0392, -0.0352, -0.0519
Si, 1.204, 6.7204, 26.0452, -0.0268, -0.0613, -0.0316
Si, 6.8665, 6.8566, 26.0464, 0.0118, 0.0407, -0.0373
Si, 4.0802, 9.4652, 26.1082, -0.0121, -0.003, -0.0107
Si, 9.4699, 9.5415, 26.0079, -0.0065, 0.0071, -0.0194
Si, 2.7578, -0.0096, 27.4051, 0.0132, 0.0005, 0.0235
Si, 8.1516, 0.0605, 27.317, 0.0181, 0.0105, -0.0012
Si, 0.0136, 2.6807, 27.3905, -0.0015, -0.0048, 0.0226
Si, 5.4857, 2.7124, 27.3178, -0.0065, 0.0229, 0.0069
Si, 2.7045, 5.4809, 27.3965, 0.0081, 0.0156, 0.0104
Si, 8.2366, 5.4796, 27.3953, 0.0047, 0.0043, 0.0177
Si, -0.0751, 8.1874, 27.3845, -0.0041, 0.0021, 0.026
Si, 5.4883, 8.1649, 27.433, 0.0007, -0.0272, 0.019
Si, 4.1018, 1.3673, 28.748, 0.2909, 0.0504, -0.0493
Si, 9.5708, 1.3673, 28.748, -0.1998, -0.1686, -0.0334
Si, 1.3673, 4.1018, 28.748, -0.0743, -0.1479, 0.0627
Si, 6.8362, 4.1018, 28.748, 0.013, -0.0946, -0.2953
Si, 4.1018, 6.8362, 28.748, -0.1552, -0.141, 0.2763
Si, 9.5708, 6.8362, 28.748, -0.0883, -0.0386, 0.5101
Si, 1.3673, 9.5708, 28.748, -0.1847, -0.1205, -0.1513
Si, 6.8362, 9.5708, 28.748, 0.0591, 0.3027, -0.0844
Si, 0, 0, 30.1153, -0.116, -0.1014, -0.0184
Si, 5.469, 0, 30.1153, 0.0001, 0.0101, -0.0035
Si, 2.7345, 2.7345, 30.1153, 0.0055, 0.0402, -0.0318
Si, 8.2035, 2.7345, 30.1153, 0.0254, 0.0083, -0.0219
Si, 0, 5.469, 30.1153, -0.0171, -0.0042, 0.0059
Si, 5.469, 5.469, 30.1153, -0.1199, -0.0727, -0.0157
Si, 2.7345, 8.2035, 30.1153, -0.0013, -0.0463, -0.0046
Si, 8.2035, 8.2035, 30.1153, 0.0557, 0.0085, -0.0021
Si, 1.3673, 1.3673, 31.4825, 0.0336, -0.0027, -0.0328
Si, 6.8362, 1.3673, 31.4825, 0.0081, -0.0007, -0.0323
Si, 4.1018, 4.1018, 31.4825, 0.0193, -0.0206, 0.001
Si, 9.5708, 4.1018, 31.4825, -0.0071, 0.0087, -0.0207
Si, 1.3673, 6.8362, 31.4825, 0.0049, -0.0203, -0.0199
Si, 6.8362, 6.8362, 31.4825, -0.0231, 0.0417, -0.0318
Si, 4.1018, 9.5708, 31.4825, -0.0101, 0.0459, -0.0232
Si, 9.5708, 9.5708, 31.4825, 0.0267, -0.0191, 0.008
Si, 2.7345, 0, 0.6835, 0.0099, -0.0288, 0.029
Si, 8.2035, 0, 0.6835, -0.0468, 0.0463, 0.0009
Si, 0, 2.7345, 0.6835, -0.007, 0.0037, 0.0265
Si, 5.469, 2.7345, 0.6835, 0.0214, -0.0441, 0.0089
Si, 2.7345, 5.469, 0.6835, -0.0089, 0.0223, 0.0108
Si, 8.2035, 5.469, 0.6835, 0.0104, -0.0095, 0.0209
Si, 0, 8.2035, 0.6835, 0.004, -0.0042, 0.0168
Si, 5.469, 8.2035, 0.6835, -0.0422, -0.0106, 0.0269
Si, 4.1018, 1.3673, 2.0507, 0.012, 0.0894, -0.0152
Si, 9.5708, 1.3673, 2.0507, 0.0112, -0.0359, 0.0252
Si, 1.3673, 4.1018, 2.0507, 0.0902, 0.0206, 0.0225
Si, 6.8362, 4.1018, 2.0507, -0.0187, 0.0152, 0.0003
Si, 4.1018, 6.8362, 2.0507, 0.0257, -0.0366, 0.0232
Si, 9.5708, 6.8362, 2.0507, 0.0177, 0.0371, 0.018
Si, 1.3673, 9.5708, 2.0507, -0.0455, 0.0011, 0.0045
Si, 6.8362, 9.5708, 2.0507, 0.0959, 0.0653, 0.009
Si, 0, 0, 3.418, -0.1539, -0.324, -0.1213
Si, 5.469, 0, 3.418, 0.0157, -0.055, 0.0884
Si, 2.7345, 2.7345, 3.418, 0.2793, 0.1079, -0.4499
Si, 8.2035, 2.7345, 3.418, 0.0599, 0.1904, 0.0051
Si, 0, 5.469, 3.418, 0.0794, 0.2417, 0.1943
Si, 5.469, 5.469, 3.418, 0.0351, 0.0939, -0.1492
Si, 2.7345, 8.2035, 3.418, -0.201, -0.0826, 0.2369
Si, 8.2035, 8.2035, 3.418, 0.1665, 0.2289, 0.0104
Si, 1.3882, 1.3603, 4.6989, -0.0068, 0.0007, -0.0163
Si, 6.8533, 1.3742, 4.7762, 0.0119, -0.002, 0.0074
Si, 4.0986, 4.119, 4.7638, 0.0163, 0.0005, -0.0206
Si, 9.5638, 4.1421, 4.7921, -0.0047, 0.0061, -0.0136
Si, 1.3468, 6.8586, 4.8619, 0.0007, -0.0095, 0.0071
Si, 6.8295, 6.8709, 4.7646, -0.0047, 0.0062, -0.0234
Si, 4.0993, 9.56, 4.79, 0.0096, -0.0098, -0.0168
Si, 9.599, 9.5485, 4.8421, -0.0219, -0.0027, -0.0046
Si, 2.739, 0.0354, 6.0881, 0.0104, -0.0152, 0.0038
Si, 8.2351, 0.0573, 6.1644, -0.0119, 0.0103, -0.0084
Si, 0.0792, 2.762, 6.0265, -0.0044, 0.001, 0.0131
Si, 5.5454, 2.8094, 6.1028, 0.011, -0.016, -0.0195
Si, 2.7483, 5.4718, 6.1802, -0.0244, 0.0209, -0.0042
Si, 8.2741, 5.6176, 6.1515, 0.0367, -0.0111, 0.0011
Si, 0.0374, 8.2231, 6.3648, 0.0341, -0.0074, -0.0295
Si, 5.4547, 8.2018, 6.1738, -0.0196, 0.0116, 0.0287
Si, 3.9176, 1.6468, 7.3024, 0.0592, -0.0203, -0.0711
Si, 9.9218, 1.2284, 7.3663, -0.0306, 0.0031, -0.0481
Si, 1.6319, 3.816, 7.4431, -0.0031, 0.0081, -0.0456
Si, 6.7101, 4.4403, 7.3765, 0.0353, -0.066, -0.015
Si, 4.3675, 6.5513, 7.5049, -0.011, 0.047, -0.0534
Si, 9.2679, 7.176, 7.7149, 0.0093, -0.0331, -0.0219
Si, 1.2116, 9.9321, 7.5556, -0.0068, -0.0037, -0.0062
Si, 7.0107, 9.4351, 7.4319, -0.0347, 0.0632, -0.0615
O, 5.5144, 5.4363, 7.9107, -0.0171, 0.0331, 0.042
O, 0.0248, 0.0818, 7.9371, 0.0182, -0.0088, 0.0327
O, 2.7997, 2.7235, 7.8369, -0.0495, 0.0391, 0.0437
O, 8.1656, 8.3763, 7.9024, -0.0025, -0.0245, 0.0265
O, 1.399, 9.4712, 24.4592, 0.0141, -0.0193, -0.025
O, 6.7064, 4.1485, 24.3071, 0.0204, 0.0352, -0.0468
O, 6.6745, 9.559, 24.1494, 0.003, -0.0308, -0.0384
O, 1.4123, 3.9973, 24.2694, -0.0117, 0.0195, -0.0357
O, 6.3251, 10.0103, 8.8191, -0.0029, -0.0065, 0.0206
O, 0.982, 4.2208, 8.9063, -0.0051, 0.0024, 0.0483
O, 1.9442, 9.541, 8.9787, 0.0132, -0.0055, 0.0339
O, 7.5623, 4.0353, 8.7318, 0.0108, 0.0045, 0.0114
O, 9.4963, 6.7182, 9.3115, -0.0035, -0.0082, 0.0593
O, 4.5345, 0.9808, 8.6574, -0.0215, -0.0112, 0.044
O, 3.7482, 7.0389, 8.9451, -0.0167, -0.0016, 0.0452
O, 9.5417, 2.1605, 8.6683, 0.0034, 0.0142, 0.0217
O, 4.5306, 0.0642, 23.3464, -0.0132, 0.004, -0.0026
O, 8.7274, 3.1823, 23.0243, 0.0294, 0.0096, -0.065
O, 10.4108, 5.2908, 23.183, -0.0377, -0.0181, -0.0508
O, 5.194, 6.1056, 23.3979, -0.0079, 0.0155, -0.03
O, 8.4541, 7.8484, 23.2113, 0.0121, -0.0254, -0.0719
O, 3.2996, 2.3836, 23.3092, 0.0115, -0.0107, -0.0277
O, 2.909, 7.4682, 23.537, 0.0006, -0.0045, 0.0016
O, 10.5944, 0.1006, 23.3404, -0.0022, 0.0072, -0.0416
Si, -0.4138, 9.1089, 12.3974, -0.0018, -0.0069, -0.0036
Si, 9.1171, 2.6612, 14.7602, -0.0061, 0.0063, 0.0016
Si, 4.134, 12.0646, 14.3113, 0.0085, 0.0032, 0.0034
Si, 0.0067, 11.5764, 13.6719, 0.001, -0.0007, 0.009
Si, 10.3549, 4.8637, 16.5948, -0.0025, 0.002, 0.005
Si, 2.1957, 4.803, 14.9189, 0.001, -0.0081, 0.0065
Si, 11.0317, 3.8203, 19.4945, -0.0107, 0.0009, 0.0005
Si, 3.4887, 0.988, 22.4726, -0.0007, 0.0033, -0.0072
Si, 2.0851, 9.4743, 10.6033, 0.0078, -0.0006, -0.0139
Si, 0.1935, -2.9595, 20.5919, -0.0141, 0.0099, -0.0021
B, 7.3648, 2.2476, 19.1543, -0.0048, -0.0078, -0.0052
Si, 8.2034, 2.7024, 9.4047, -0.0083, -0.0042, 0.0016
Si, 4.658, -0.4383, 11.7969, 0.0029, 0.0092, 0.0099
Si, 8.7489, 6.9534, 10.7759, 0.0171, -0.0085, -0.0046
Si, 1.3705, 4.2774, 10.4895, -0.0052, 0.0197, 0.0019
Si, 5.1237, 11.4428, 19.909, -0.0095, 0.0157, 0.0013
Si, 11.4268, -0.1492, 21.9484, 0.0126, 0.0074, 0.0023
Si, 3.4149, 6.7403, 10.5205, -0.007, -0.0005, -0.0017
Si, 9.3672, 4.4715, 22.1978, -0.0122, 0.001, 0.0015
Si, 3.5262, 7.4721, 15.415, 0.0038, 0.0014, 0.0031
Si, 4.8208, 3.3655, 15.9603, -0.0001, -0.0044, 0.0016
Si, 9.3714, 4.1078, 11.8591, -0.0077, -0.0067, 0.0052
Si, -0.851, 1.0517, 19.3522, -0.0018, -0.0054, 0.0014
Si, 15.6902, 0.7933, 17.0599, 0.0011, -0.0051, 0.007
Si, 6.5317, 4.7495, 17.8524, 0.0031, -0.0033, -0.0045
Si, 0.9476, -1.7689, 14.9646, 0.0017, -0.0058, 0.0113
Si, 12.8045, 2.6394, 12.6689, 0.0014, 0.0021, 0.0106
Si, 2.1988, 5.7009, 20.4876, 0.0026, 0.0019, -0.0005
Si, 15.237, 6.6352, 18.4328, -0.0026, 0.0008, -0.003
Si, 6.4743, -2.6225, 14.566, 0.0019, -0.0019, 0.0003
Si, 5.6031, 8.4278, 20.4981, -0.0027, -0.0069, 0.0054
Si, 8.3398, 7.0726, 16.8747, -0.0007, -0.0028, 0.0023
Si, 5.9941, 7.5926, 11.6694, -0.0088, -0.0003, 0.0128
Si, 7.4533, 0.1816, 15.5411, -0.0011, 0.0009, 0.0027
Si, 8.3072, 7.218, 21.7044, 0.0055, -0.0001, 0.0057
Si, 3.979, 6.7653, 22.5505, 0.0003, 0.0032, -0.002
Si, 5.8988, 0.5363, 9.3973, 0.0416, -0.0021, -0.0088
Si, 9.7206, -1.2354, 17.2132, -0.0001, 0.0089, 0.0022
O, 9.5523, 7.6958, 20.7883, 0.0151, -0.0009, 0.0045
O, 6.0605, 15.3176, 16.3014, -0.0016, 0.0017, 0.0011
O, 11.5603, -1.7106, 21.5346, -0.0087, -0.0215, -0.0016
O, 7.2866, 14.4427, 18.5847, -0.0059, 0.0038, 0.006
O, 5.7448, 10.0472, 20.4819, 0.0029, 0.0022, 0.0032
O, 8.7938, -0.2709, 16.2984, 0.0055, -0.0108, 0.0035
O, 7.1177, 1.5434, 9.1431, -0.0053, -0.0053, -0.0063
O, 1.0188, -4.2834, 21.0627, 0.0016, -0.0042, 0.0016
O, 6.7042, -3.3947, 13.1404, 0.0022, 0.0025, -0.0003
O, 12.5285, 4.2753, 19.9931, -0.001, -0.0002, 0.0052
O, 0.5041, -2.685, 19.0109, 0.0245, -0.016, -0.0112
O, 0.6331, 9.6759, 11.284, -0.0086, -0.0039, 0.0029
O, -1.4519, 8.1276, 11.6459, 0.012, 0.013, -0.0015
O, 1.7355, 4.0081, 13.5713, 0.0017, 0.0039, 0.0009
O, 5.2748, 9.034, 11.5427, 0.002, -0.0055, -0.0069
O, 3.3062, 5.5502, 21.6763, -0.0104, -0.0033, -0.0077
O, 7.1841, 7.3882, 10.569, -0.002, 0.0009, -0.009
O, 4.3471, 0.1376, 18.4953, -0.0021, -0.0047, -0.0028
O, -0.6995, 10.6723, 18.4161, -0.0024, -0.0058, -0.0071
O, 2.0132, 0.3759, 22.1906, -0.019, -0.0068, 0.0088
O, -1.0704, 10.5063, 13.0149, -0.0011, 0.0041, -0.0039
O, 4.7543, -0.0323, 13.3643, -0.0023, 0.0064, 0.0001
O, 7.3281, 7.5074, 15.6798, 0.0023, 0, -0.0018
O, 3.7755, 0.4465, 15.7753, -0.0022, -0.0018, -0.0039
O, -2.2145, -5.3492, 11.6707, 0.0015, -0.0074, -0.0043
O, 4.6798, 13.3486, 17.2808, 0.003, 0.0016, -0.0029
O, 2.222, 3.0209, 11.121, 0.0061, -0.0078, -0.005
O, 2.6259, 8.0308, 11.0923, -0.0034, 0.003, -0.0096
O, 9.1658, 3.5801, 13.3957, 0.004, -0.0057, 0.0054
O, 5.1349, -3.0285, 19.019, -0.0045, -0.0053, -0.0037
O, 9.6431, 6.2961, 16.2711, -0.0008, 0.0011, -0.0002
O, 5.1718, 5.262, 18.6239, 0.0025, -0.0025, 0.0038
O, 9.3653, 3.669, 16.031, 0.0053, 0.0026, -0.0009
O, -0.5787, 1.6127, 14.822, 0.0042, -0.0031, -0.0039
O, 6.9855, -11.9914, 14.5456, 0.0025, -0.0005, -0.0015
O, 2.3698, 8.6013, 15.4704, -0.0031, -0.0003, -0.0036
O, 6.2799, 11.2953, 16.6683, 0.0009, -0.0027, -0.0002
O, 10.9195, 4.3122, 11.3571, -0.0072, -0.0036, -0.0059
O, 14.8514, -4.0175, 16.8915, -0.001, 0.0033, -0.0054
O, 5.6222, 0.5848, 10.9879, -0.0111, -0.0036, 0.0315
O, 6.997, 7.7535, 20.9331, -0.0124, 0.0061, -0.0031
O, 7.7972, 1.6626, 14.8654, 0.0024, -0.0018, -0.0053
O, 10.0461, 14.8819, 20.8066, 0.0157, -0.011, -0.0202
O, 1.1793, 10.6913, 14.3946, -0.0068, -0.0015, -0.0061
O, 2.3593, 5.538, 10.7104, -0.0024, -0.0087, -0.0106
O, 13.8132, 6.2475, 14.5309, -0.0008, -0.0001, -0.0043
O, 11.8197, 4.9121, 15.8764, 0.0028, -0.0008, -0.0024
O, 0.2956, 8.3423, 13.6823, 0.0023, 0.0023, 0.0043
O, 4.4766, 7.9689, 21.5796, 0.012, 0.0068, -0.0081
O, 10.9277, 9.1674, 16.2691, 0.0026, 0.004, -0.0087
O, 0.5539, 12.6106, 12.5405, -0.0028, -0.0041, -0.008
O, 8.5719, 3.0119, 10.947, 0.013, 0.0126, 0.0176
O, 10.5375, 0.6479, 20.8579, -0.0097, 0.0043, -0.0063
O, 10.5449, 4.7315, 18.2218, 0.0017, -0.0018, -0.0033
O, 8.5613, 1.6008, 19.2922, -0.004, 0.0027, 0.0056
O, 2.8701, 6.4665, 19.2025, 0.0032, 0.0007, -0.0001
O, 11.0899, -8.6563, 18.9442, 0.0024, 0.0012, 0.0015
O, 6.2424, 12.5709, 19.6232, 0.0176, 0.0026, 0.0024
O, 14.3021, 4.039, 15.7531, 0.001, -0.0039, -0.0046
O, 8.2302, 5.5832, 21.7971, 0.0018, 0.0064, 0.0092
O, 4.7992, 6.4949, 11.3769, 0.0144, 0.001, -0.0012
O, 4.8637, 8.1772, 14.8231, -0.0031, -0.0059, -0.0012
O, -2.1189, 8.4117, 17.6893, -0.0004, 0.0013, -0.0039
O, 5.1291, 13.342, 14.6569, -0.0069, 0.0004, -0.007
O, 3.1396, -0.3592, 11.1902, 0.0035, -0.0016, -0.0067
O, 7.5555, -4.9197, 17.8425, -0.0007, 0, 0.0002
O, 4.1405, 1.1979, 21.001, 0.0173, -0.005, -0.0202
O, 13.8861, 1.7378, 13.4308, 0.0054, -0.0035, -0.0006
H, 1.3247, -3.0943, 18.6852, -0.0204, 0.0132, 0.0074

Results
free energy: -137045.421 eV
free energy less fixed offsets of B -154.04, H -15.97, O -568.88, Si -635.61 eV per atom: -2.321 eV

The program warned: the cutoff lies below the one the program advises for these potential files; the forces do not sum to zero within the program's tolerance; the exchange-correlation potential is rough where the density is thin.
